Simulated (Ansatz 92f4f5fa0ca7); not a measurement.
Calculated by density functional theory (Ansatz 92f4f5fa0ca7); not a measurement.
Periodic cell of 224 atoms, Si133O90H1, from a study of silicon, its oxide and their interface. The atomic structure is a simulated model.
Doubt: the cutoff is far below the 930 eV that the study's wrapper takes by default for these files, so forces and energies are approximate.

Settings
functional: PBE
potential files: Ansatz PAW
basis: plane waves
wave-function cutoff: 580 eV
density cutoff ratio: 5
exchange-correlation grid ratio: 1
k mesh: 1 x 1 x 1, Gamma-centred
self-consistency stop: 5e-08 eV per atom in the density residual
occupations: fixed
spin: none
net charge: -1 e, with a uniform compensating background and no finite-size correction

Cell vectors (angstrom)
a 10.938 0 0
b 0 10.938 0
c 0 0 33.332

Atoms and the computed forces on them: element, x, y, z (angstrom), force x, y, z (eV/angstrom)
Si 0.4834 -0.378 25.9418 -0.0559 0.0594 0.0958
Si 5.3463 0.3201 25.8104 -0.015 0.0665 -0.2787
Si 2.9656 2.4092 25.79 -0.042 0.0261 -0.0967
Si 7.9763 3.0206 26.0879 0.0011 -0.0013 -0.3484
Si -0.261 5.6295 25.7692 -0.0481 -0.0061 -0.2964
Si 5.8847 5.3097 25.8782 -0.0058 0.0292 -0.0869
Si 2.6668 8.2912 25.6731 -0.0214 0.0378 -0.2743
Si 8.5877 8.0137 25.8017 -0.0207 0.0695 -0.0756
Si 1.519 1.2767 27.2642 0.0009 -0.0262 -0.0659
Si 6.8012 1.4086 27.2952 0.0364 -0.0233 0.0217
Si 4.1325 4.1169 27.037 0.0173 -0.0071 -0.0752
Si 9.6102 4.1585 27.2791 0.0284 -0.0338 0.029
Si 1.4084 6.7921 27.0446 0.0285 -0.0746 0.0053
Si 6.9927 6.8722 27.2081 0.0137 -0.0144 -0.0734
Si 4.1957 9.5361 27.0366 0.0527 -0.0208 0.004
Si 9.7103 9.5214 27.2132 0.0335 -0.0063 -0.0938
Si 2.8518 -0.1057 28.5732 -0.027 0.0506 -0.0072
Si 8.2421 -0.0273 28.5294 -0.0022 -0.0117 -0.0248
Si 0.0514 2.6884 28.5364 0.0067 -0.0052 -0.0094
Si 5.417 2.7817 28.5727 -0.0364 0.0148 -0.0051
Si 2.7513 5.443 28.4718 0.0159 -0.0127 -0.0072
Si 8.238 5.4782 28.6256 -0.006 0.0295 -0.0014
Si 0.0818 8.1225 28.5536 -0.0666 0.0492 0.0043
Si 5.5115 8.1946 28.5012 -0.0043 -0.0227 -0.0007
Si 4.1018 1.3673 29.9138 0.0878 -0.0835 0.2675
Si 9.5708 1.3673 29.9138 0.084 -0.0615 -0.1201
Si 1.3673 4.1018 29.9138 0.1974 -0.035 -0.2573
Si 6.8362 4.1018 29.9138 -0.1663 0.0791 0.2508
Si 4.1018 6.8362 29.9138 0.0232 -0.0435 -0.5169
Si 9.5708 6.8362 29.9138 0.4143 0.0947 0.5181
Si 1.3673 9.5708 29.9138 0.2926 -0.3391 0.0837
Si 6.8362 9.5708 29.9138 0.0964 -0.0293 -0.1685
Si 0 0 31.281 -0.0047 0.0334 -0.0444
Si 5.469 0 31.281 0.0615 0.1911 -0.0037
Si 2.7345 2.7345 31.281 -0.0549 -0.0704 -0.0174
Si 8.2035 2.7345 31.281 -0.0572 0.0219 -0.0249
Si 0 5.469 31.281 -0.083 0.0922 0.007
Si 5.469 5.469 31.281 0.0657 -0.011 -0.005
Si 2.7345 8.2035 31.281 -0.0898 0.0796 0.0218
Si 8.2035 8.2035 31.281 0.0716 0.0491 -0.0166
Si 1.3673 1.3673 32.6483 -0.0034 0.0269 0.0043
Si 6.8362 1.3673 32.6483 0.0388 -0.0897 0.0001
Si 4.1018 4.1018 32.6483 0.0102 -0.0043 -0.0114
Si 9.5708 4.1018 32.6483 0.072 -0.029 -0.0274
Si 1.3673 6.8362 32.6483 0.0693 -0.0899 -0.0076
Si 6.8362 6.8362 32.6483 -0.0134 0.0109 -0.0003
Si 4.1018 9.5708 32.6483 0.048 -0.0651 -0.0311
Si 9.5708 9.5708 32.6483 -0.0293 -0.014 -0.0047
Si 2.7345 0 0.6835 -0.0132 0.01 -0.0013
Si 8.2035 0 0.6835 0.0067 0.0796 0.0413
Si 0 2.7345 0.6835 -0.1028 0.0275 0.0065
Si 5.469 2.7345 0.6835 0.0155 0.014 0.0063
Si 2.7345 5.469 0.6835 -0.0384 0.0312 0.0313
Si 8.2035 5.469 0.6835 -0.0035 -0.0155 0.0008
Si 0 8.2035 0.6835 -0.0069 0.0031 -0.0005
Si 5.469 8.2035 0.6835 -0.0326 0.0888 0.0002
Si 4.1018 1.3673 2.0507 -0.013 -0.0275 0.0477
Si 9.5708 1.3673 2.0507 0.0911 -0.0247 -0.0095
Si 1.3673 4.1018 2.0507 -0.0321 -0.1162 -0.0118
Si 6.8362 4.1018 2.0507 0.0159 0.0086 0.0477
Si 4.1018 6.8362 2.0507 0.0873 -0.0371 -0.0135
Si 9.5708 6.8362 2.0507 -0.0112 0.0097 0.0413
Si 1.3673 9.5708 2.0507 -0.0008 0.0203 0.0479
Si 6.8362 9.5708 2.0507 -0.0469 -0.1563 -0.0206
Si 0 0 3.418 0.0216 0.3473 -0.3264
Si 5.469 0 3.418 -0.2233 -0.1497 0.1936
Si 2.7345 2.7345 3.418 -0.2793 0.0237 0.0218
Si 8.2035 2.7345 3.418 0.0295 0.0739 0.1718
Si 0 5.469 3.418 0.0421 -0.0387 0.2095
Si 5.469 5.469 3.418 -0.0874 0.253 -0.1755
Si 2.7345 8.2035 3.418 0.064 0.0302 0.2871
Si 8.2035 8.2035 3.418 -0.3755 -0.1139 -0.2904
Si 1.3347 1.3748 4.8095 0.0228 -0.0394 0.0237
Si 6.7894 1.3933 4.7775 0.0023 0.0094 -0.0021
Si 4.0386 4.1728 4.7521 0.0107 -0.0176 -0.0312
Si 9.5593 4.118 4.8185 -0.0051 0.0043 0.0287
Si 1.3586 6.8471 4.8115 0.0148 -0.0141 -0.0082
Si 6.8006 6.8526 4.7973 0.0351 -0.0234 0.0163
Si 4.0751 9.5771 4.854 0.0046 0.0026 0.0247
Si 9.5056 9.63 4.6947 0.0265 0.0005 -0.0132
Si 2.6275 -0.043 6.2388 -0.027 0.0338 0.0627
Si 8.1561 0.0085 6.108 -0.0259 0.0139 -0.0106
Si -0.0252 2.7558 6.2217 -0.0455 0.0286 -0.0021
Si 5.3394 2.7458 6.0625 -0.0053 -0.0224 0.046
Si 2.7364 5.5089 6.2453 -0.0216 0.0452 0.0006
Si 8.1263 5.4429 6.1759 0.0099 0.0209 0.0814
Si -0.1238 8.2404 6.0105 -0.0367 0.0034 0.0486
Si 5.4527 8.2025 6.2505 -0.026 0.016 0.0161
Si 3.7762 1.6365 7.4396 0.011 -0.0738 -0.0185
Si 9.6815 1.1472 7.4674 0.0419 -0.037 0.1699
Si 1.5932 3.9021 7.5433 0.0319 -0.0462 0.1886
Si 6.5123 4.2226 7.4407 0.0643 -0.0294 0.0231
Si 4.3851 6.5707 7.6325 -0.0002 0.0476 0.1463
Si 9.2624 7.138 7.3747 -0.0147 -0.043 0.0046
Si 0.8876 9.7596 7.465 0.0527 -0.0235 0.0397
Si 7.0732 9.3959 7.514 0.0371 -0.0454 0.1717
O 9.6117 6.813 25.2564 0.0304 -0.0292 0.1604
O 4.1521 1.3576 25.26 0.0442 -0.0447 0.18
O 8.187 8.2502 7.9958 -0.0389 0.0415 -0.1334
O 2.6956 2.753 8.0317 -0.0393 0.0674 -0.1396
O 6.9194 4.1034 25.3856 0.0635 -0.0606 0.2198
O 1.5327 9.4532 25.2638 0.0536 -0.0592 0.146
O 5.4915 5.3968 7.9734 -0.0303 0.0096 -0.0908
O -0.1273 0.0361 7.9254 -0.0428 0.0492 -0.1011
O 6.9674 3.3914 8.792 -0.0127 0.0072 -0.0699
O 6.5511 10.1599 8.8932 0.0423 -0.0344 -0.1349
O 10.1424 6.5624 8.6317 0.005 -0.0072 -0.0449
O 1.1095 8.8838 8.8392 -0.0047 0.0214 -0.1561
O 4.5969 1.0432 8.7217 -0.0016 0.0277 -0.0374
O 1.0291 4.6241 8.932 0.0253 -0.0288 -0.1344
O 8.9316 1.5844 8.8776 0.0185 -0.0212 -0.1313
O 3.9585 7.0467 9.1539 0.0214 -0.0687 -0.1886
O 8.0613 8.8742 24.492 0.0307 -0.084 0.1122
O 8.7715 2.2638 24.8857 -0.0968 0.1019 0.1981
O 5.5688 6.2659 24.5659 0.022 -0.0239 0.1732
O 2.0125 2.8307 24.5075 0.0689 -0.0355 0.1444
O 10.7755 0.4109 24.681 0.0499 -0.0339 -0.0343
O 0.2029 4.7794 24.4234 -0.0499 0.1089 0.2316
O 7.016 11.8731 20.7194 -0.0453 -0.1889 0.1113
O 6.2566 10.8087 24.5075 -0.1068 0.0454 0.2178
Si 9.7059 1.3605 23.9325 -0.0354 0.0341 -0.1626
Si 4.8958 6.2764 20.5585 0.3259 -0.1623 -0.2837
Si 1.0429 8.9459 10.471 -0.0449 0.0312 0.2228
Si 17.3609 5.2369 15.9736 0.1457 -0.0808 0.5126
Si 7.0562 2.117 19.5714 0.2296 0.2647 0.0286
Si 19.262 14.3186 12.6456 -0.0114 0.0666 0.2788
Si 10.9484 5.1444 16.9128 -0.277 -0.1916 0.269
Si 9.1218 -0.6802 16.4407 0.002 -0.0117 0.1033
Si 15.3488 10.3939 19.0564 0.0139 -0.0121 -0.0024
Si 12.2485 3.0766 18.4984 -0.1763 0.2082 0.0299
Si 8.3454 2.9537 9.5479 -0.0075 0.0104 0.1585
Si 3.078 7.7773 18.5748 0.0099 -0.0896 0.1225
Si 11.3462 1.1852 16.3242 -0.0504 0.0894 0.1564
Si 0.3973 13.7193 13.5525 0.0355 0.0088 0.1733
Si 4.0169 2.3627 20.0702 0.0112 0.0928 -0.1441
Si 6.1268 2.4209 14.5012 -0.0094 0.111 0.2471
Si 7.5686 5.6518 18.9319 -0.1973 -0.0478 0.0561
Si 5.2172 10.7822 9.618 -0.0356 0.0036 0.1591
Si 15.273 6.5302 23.5281 0.0497 -0.0777 -0.3562
Si 17.8445 10.2378 20.7141 0.0141 0.1157 -0.2389
Si 3.1777 4.2423 21.9969 0.1339 -0.0133 -0.4136
Si 11.4642 9.6459 14.8682 -0.0224 -0.0686 0.1293
Si 6.4484 11.4642 16.9816 0.0388 0.043 0.1631
Si 5.2719 8.2964 13.1672 0.0299 -0.0311 0.218
Si 10.5408 5.2271 9.467 -0.046 0.046 0.1591
Si 3.7661 6.9224 15.5437 0.0591 -0.0506 0.139
Si 7.4945 10.1625 23.647 -0.0132 -0.0506 -0.2814
Si -2.0778 8.5041 18.9703 -0.1711 -0.3894 -0.014
Si -0.3795 6.84 12.0947 -0.0128 0.0569 0.2196
Si 1.589 11.0826 12.3413 -0.0387 0.023 0.1525
Si 11.0997 6.7889 19.183 -0.1165 -0.3243 0.241
Si 3.8383 8.1193 10.3752 -0.0001 0.0118 0.2286
Si 0.8426 3.5254 23.5719 0.0898 0.0228 -0.294
Si 9.5378 4.1563 19.1681 -0.3726 0.3377 0.0826
Si 4.8295 11.3021 12.5777 -0.0342 0.0071 0.2166
Si 7.8083 6.2977 13.5386 -0.0482 -0.0389 0.2186
Si 1.3148 5.4785 14.2098 -0.0246 -0.0377 0.21
O 10.2111 8.0299 19.7691 -0.0342 0.0793 -0.0713
O 5.1002 1.7631 13.3871 -0.0117 -0.0404 -0.0851
O 10.865 3.0559 19.3674 0.364 -0.1587 -0.0752
O 7.2126 12.3531 18.1044 -0.0472 -0.0883 -0.0811
O 4.182 7.9828 14.3524 0.0226 0.0464 -0.1115
O 3.8517 0.7622 19.8397 -0.0511 0.0365 0.0267
O 2.332 8.0852 10.971 0.0371 -0.0248 -0.0513
O -1.2876 4.295 17.4591 0.4566 0.0727 -0.4062
O 7.6753 4.8953 12.6671 0.0185 -0.0518 -0.0977
O 9.4101 -1.7701 17.5921 0.0165 -0.0105 0.0292
O 5.8845 14.8539 15.1276 -0.0222 -0.1486 -0.1383
O 5.4721 9.9336 13.2386 -0.0146 0.0254 -0.0712
O 10.7106 8.2147 11.2024 0.0291 0.0406 -0.1019
O 17.7588 5.0523 17.5457 -0.2181 -0.2143 -0.7367
O 1.2052 10.7812 15.8314 -0.0232 -0.0405 -0.0424
O 5.9523 12.3789 15.763 -0.0276 0.0435 -0.1548
O 1.7559 7.1782 19.3382 0.0006 0.0153 -0.0604
O 19.2935 3.0743 19.8006 -0.3337 -0.4589 0.0356
O 7.8323 18.2088 18.6363 0.535 0.804 0.0155
O 12.2623 1.7703 17.5124 -0.0957 -0.0994 -0.1662
O 3.2102 11.1356 12.4608 0.0279 -0.009 -0.0609
O 3.3032 7.6016 24.2751 -0.0634 0.0688 0.2527
O 19.096 9.6506 19.8781 0.0439 -0.0239 0.0074
O 9.4168 4.1084 9.1821 0.0147 0.0056 -0.0532
O 11.8883 9.9721 13.3419 0.0279 0.0491 -0.1503
O 3.8167 2.7571 21.6749 -0.065 0.1347 0.0309
O 4.89 7.03 22.0592 -0.1207 0.0226 0.3123
O 1.1595 10.53 10.8619 -0.0053 -0.0452 -0.0917
O 5.1551 6.239 15.9828 -0.0918 0.059 -0.0822
O 18.4451 10.4105 16.3217 -0.0123 -0.0404 -0.0618
O -2.8362 2.7735 11.1387 0.0007 -0.0269 -0.222
O 6.6543 7.4362 13.3174 -0.0272 0.0341 -0.0609
O 5.5444 2.8173 19.6221 -0.1386 -0.0875 0.0325
O 11.0359 5.3098 15.3018 0.0928 0.043 -0.1669
O 16.0747 10.7395 17.626 -0.0315 -0.0253 -0.0388
O 9.8394 11.6865 16.8138 0.1074 0.0432 -0.089
O 0.2367 2.2206 15.0688 0.0188 -0.0342 -0.0088
O 3.6689 5.0314 23.3588 0.0111 0.0717 0.1158
O 14.0473 -3.425 16.9464 0.0155 0.0021 -0.087
O 12.068 8.1806 15.22 0.124 -0.1534 2.0208
O 5.5202 11.4088 11.0875 0.0344 -0.0214 -0.1845
O 4.1152 -1.3492 9.7187 0.014 0.0401 -0.088
O 8.6624 11.2513 23.2364 0.0181 0.0162 0.0579
O 4.8035 7.8472 11.6519 -0.0706 0.0027 -0.1681
O 10.6295 2.4398 23.1079 -0.0074 -0.0122 0.0719
O 3.7016 5.1593 20.7434 -0.1588 -0.1823 0.2663
O 7.6979 5.874 15.1245 0.0372 0.0584 -0.2022
O -0.4157 5.5852 11.0409 0.0034 -0.1085 -0.1877
O 9.8206 9.7292 15.0443 0.0815 -0.0111 -0.0378
O 0.9415 12.5516 12.5547 0.0155 -0.0458 -0.0808
O 6.9075 9.647 22.2314 0.0327 0.0028 0.2545
O 1.4782 3.9996 13.5131 0.0083 -0.0026 -0.0535
O 4.4004 7.1739 19.2994 -0.1213 0.0718 -0.0065
O 2.7371 5.8393 14.8987 -0.0231 -0.015 -0.0849
O 9.9085 14.2839 12.9996 -0.0879 0.021 -0.0995
O 3.1536 9.3992 18.7905 0.0154 0.0047 -0.0155
O 9.2178 6.9505 13.0248 0.0639 0.0113 -0.0876
O 17.3078 5.7221 20.1283 -0.5187 -0.0115 0.5644
O 0.8925 6.549 13.0572 -0.0248 0.0388 -0.1097
O 10.8905 6.6646 17.5457 0.0939 0.0244 -0.1061
O 16.4589 9.7132 20.04 0.0075 -0.0021 0.0417
O 1.5588 4.0794 22.2089 -0.0586 -0.0322 0.1716
O 10.4921 5.4281 19.873 0.5661 0.5104 -0.0768
O 23.2383 4.415 17.5139 0.0205 -0.1128 0.0587
O 13.6975 3.0466 19.2648 0.0985 -0.0531 0.1515
O 7.5845 2.4327 13.7525 0.0406 0.0048 -0.1143
H 12.1733 8.0193 16.2273 -0.3393 0.1833 -1.9316

Results
free energy: -135744.891 eV
free energy less fixed offsets of H -15.97, O -568.88, Si -635.61 eV per atom: 6.409 eV

The program warned: the cutoff lies below the one the program advises for these potential files; the exchange-correlation potential is rough where the density is thin.
